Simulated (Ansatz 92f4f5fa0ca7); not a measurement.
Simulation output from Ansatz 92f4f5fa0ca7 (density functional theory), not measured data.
Periodic cell of 290 atoms, Si198O92, from a study of silicon, its oxide and their interface. The atomic structure is a simulated model.
Doubt: the cutoff is far below the 930 eV that the study's wrapper takes by default for these files, so forces and energies are approximate.

Settings: functional PBE; potential files Ansatz PAW; basis plane waves; wave-function cutoff 580 eV; density cutoff ratio 5; exchange-correlation grid ratio 1; k mesh 1 x 1 x 1, Gamma-centred; self-consistency stop 5e-08 eV per atom in the density residual; occupations fixed; spin none; net charge 0.

Cell vectors (angstrom)
a, 10.938, 0, 0
b, 0, 10.938, 0
c, 0, 0, 42.8814

Atoms: element, x, y, z (angstrom)
Si, 0, 0, 40.8294
Si, 5.469, 0, 40.8294
Si, 2.7345, 2.7345, 40.8294
Si, 8.2035, 2.7345, 40.8294
Si, 0, 5.469, 40.8294
Si, 5.469, 5.469, 40.8294
Si, 2.7345, 8.2035, 40.8294
Si, 8.2035, 8.2035, 40.8294
Si, 1.3673, 1.3673, 42.1967
Si, 6.8362, 1.3673, 42.1967
Si, 4.1018, 4.1018, 42.1967
Si, 9.5708, 4.1018, 42.1967
Si, 1.3673, 6.8362, 42.1967
Si, 6.8362, 6.8362, 42.1967
Si, 4.1018, 9.5708, 42.1967
Si, 9.5708, 9.5708, 42.1967
Si, 2.7345, 0, 38.0949
Si, 8.2035, 0, 38.0949
Si, 0, 2.7345, 38.0949
Si, 5.469, 2.7345, 38.0949
Si, 2.7345, 5.469, 38.0949
Si, 8.2035, 5.469, 38.0949
Si, 0, 8.2035, 38.0949
Si, 5.469, 8.2035, 38.0949
Si, 4.1018, 1.3673, 39.4622
Si, 9.5708, 1.3673, 39.4622
Si, 1.3673, 4.1018, 39.4622
Si, 6.8362, 4.1018, 39.4622
Si, 4.1018, 6.8362, 39.4622
Si, 9.5708, 6.8362, 39.4622
Si, 1.3673, 9.5708, 39.4622
Si, 6.8362, 9.5708, 39.4622
Si, 0, 0, 3.417
Si, 5.469, 0, 3.417
Si, 2.7345, 2.7345, 3.417
Si, 8.2035, 2.7345, 3.417
Si, 0, 5.469, 3.417
Si, 5.469, 5.469, 3.417
Si, 2.7345, 8.2035, 3.417
Si, 8.2035, 8.2035, 3.417
Si, 1.3673, 1.3673, 4.7843
Si, 6.8362, 1.3673, 4.7843
Si, 4.1018, 4.1018, 4.7843
Si, 9.5708, 4.1018, 4.7843
Si, 1.3673, 6.8362, 4.7843
Si, 6.8362, 6.8362, 4.7843
Si, 4.1018, 9.5708, 4.7843
Si, 9.5708, 9.5708, 4.7843
Si, 2.7345, 0, 0.6825
Si, 8.2035, 0, 0.6825
Si, 0, 2.7345, 0.6825
Si, 5.469, 2.7345, 0.6825
Si, 2.7345, 5.469, 0.6825
Si, 8.2035, 5.469, 0.6825
Si, 0, 8.2035, 0.6825
Si, 5.469, 8.2035, 0.6825
Si, 4.1018, 1.3673, 2.0497
Si, 9.5708, 1.3673, 2.0497
Si, 1.3673, 4.1018, 2.0497
Si, 6.8362, 4.1018, 2.0497
Si, 4.1018, 6.8362, 2.0497
Si, 9.5708, 6.8362, 2.0497
Si, 1.3673, 9.5708, 2.0497
Si, 6.8362, 9.5708, 2.0497
Si, 10.616, -0.0071, 29.8898
Si, 5.0665, 0.1139, 30.1349
Si, 2.8152, 2.2807, 30.0021
Si, 8.5576, 2.4254, 30.0381
Si, 10.6981, 5.5766, 29.8066
Si, 5.1463, 5.6036, 29.9199
Si, 2.9775, 7.9426, 29.8801
Si, 8.4086, 7.8183, 29.8877
Si, 1.2843, 1.1176, 31.3082
Si, 6.8051, 1.314, 31.2123
Si, 3.9781, 3.9978, 31.2028
Si, 9.6798, 4.012, 31.3202
Si, 1.329, 6.7797, 31.1391
Si, 6.795, 6.7074, 31.2203
Si, 3.9917, 9.4558, 31.4252
Si, 9.4738, 9.4293, 31.2707
Si, 2.6257, -0.1455, 32.7574
Si, 8.1271, -0.0833, 32.6146
Si, 0.0684, 2.64, 32.673
Si, 5.4425, 2.7058, 32.5819
Si, 2.6557, 5.3992, 32.5768
Si, 8.1816, 5.3541, 32.6029
Si, 0.0002, 8.1367, 32.5958
Si, 5.5006, 8.127, 32.6437
Si, 4.0753, 1.3127, 33.9661
Si, 9.5365, 1.3043, 33.9661
Si, 1.3788, 4.0458, 34.0289
Si, 6.8022, 4.0397, 33.9931
Si, 4.0738, 6.7623, 33.9503
Si, 9.5489, 6.7674, 33.9479
Si, 1.2844, 9.4633, 34.0892
Si, 6.8135, 9.5159, 34.0286
Si, -0.0519, -0.0387, 35.3841
Si, 5.4405, -0.0359, 35.3579
Si, 2.7534, 2.6969, 35.3712
Si, 8.1806, 2.6805, 35.3465
Si, -0.0258, 5.4196, 35.3488
Si, 5.4475, 5.4293, 35.3471
Si, 2.7263, 8.126, 35.3712
Si, 8.2085, 8.1536, 35.3506
Si, 1.3497, 1.3453, 36.721
Si, 6.8121, 1.3379, 36.7254
Si, 4.0954, 4.0809, 36.7363
Si, 9.5424, 4.0701, 36.7203
Si, 1.3407, 6.7934, 36.7299
Si, 6.8174, 6.8122, 36.716
Si, 4.0753, 9.5409, 36.7254
Si, 9.5387, 9.5399, 36.7423
Si, 2.7586, 0.0302, 6.1545
Si, 8.228, 0.0333, 6.1405
Si, 0.0243, 2.7637, 6.1575
Si, 5.4869, 2.7616, 6.1638
Si, 2.753, 5.4907, 6.1465
Si, 8.2288, 5.5046, 6.1505
Si, 0.022, 8.2313, 6.1684
Si, 5.4918, 8.2334, 6.162
Si, 4.1147, 1.4063, 7.5405
Si, 9.6098, 1.3832, 7.5142
Si, 1.3716, 4.1664, 7.5288
Si, 6.848, 4.1693, 7.5141
Si, 4.1038, 6.8736, 7.514
Si, 9.5912, 6.8685, 7.5427
Si, 1.3837, 9.6345, 7.531
Si, 6.8556, 9.6452, 7.5154
Si, 0.038, 0.0585, 8.9445
Si, 5.4982, 0.0599, 8.9231
Si, 2.7275, 2.7943, 8.8752
Si, 8.2595, 2.8006, 8.8126
Si, 0.038, 5.5373, 8.9494
Si, 5.4825, 5.5464, 8.8988
Si, 2.7461, 8.2593, 8.8702
Si, 8.2493, 8.3075, 8.8588
Si, 1.3864, 1.4783, 10.3159
Si, 6.9205, 1.4973, 10.2001
Si, 4.0725, 4.1731, 10.2293
Si, 9.6082, 4.1011, 10.2495
Si, 1.3786, 6.9945, 10.3156
Si, 6.8484, 7.0105, 10.2005
Si, 4.1068, 9.5925, 10.2568
Si, 9.6326, 9.6003, 10.312
Si, 2.7699, 0.057, 11.6026
Si, 8.3061, 0.1409, 11.561
Si, 0.0249, 2.8201, 11.774
Si, 5.5243, 2.8588, 11.542
Si, 2.7647, 5.6121, 11.607
Si, 8.2642, 5.618, 11.4264
Si, 0.0576, 8.3265, 11.8409
Si, 5.5086, 8.3226, 11.6914
Si, 4.4343, 1.2012, 12.7965
Si, 9.8216, 1.171, 13.0887
Si, 1.1884, 4.5242, 12.973
Si, 6.6525, 4.5627, 12.7176
Si, 4.3343, 6.7243, 13.0084
Si, 9.7394, 6.6335, 12.9694
Si, 1.2918, 9.9636, 13.1686
Si, 6.7314, 9.9853, 12.8797
O, 9.57, 1.2271, 29.4509
O, 4.0918, 6.7905, 29.4128
O, 4.0032, 1.227, 29.496
O, 9.527, 6.6891, 29.3633
O, -0.0129, 5.5691, 13.4852
O, 5.5819, 0.1457, 13.3796
O, 0.0859, 0.1146, 13.6142
O, 5.5459, 5.6341, 13.3497
O, 7.6085, 3.9791, 13.9077
O, 8.7332, 7.0642, 14.2282
O, 2.1925, 9.4767, 14.5038
O, 8.9015, 1.6946, 14.3897
O, 7.6269, 9.4902, 14.1781
O, 3.6125, 1.8342, 14.0669
O, 3.5903, 7.239, 14.4125
O, 2.0744, 4.0255, 14.2831
O, 8.1282, 3.4788, 28.8336
O, 0.4432, 4.9266, 28.4225
O, 1.8954, 2.7365, 28.7163
O, 5.8193, 4.8987, 28.5859
O, 5.5174, 9.9821, 28.9713
O, 2.4361, 8.6841, 28.4971
O, 0.1795, 10.0597, 28.5559
O, 7.7769, 8.5631, 28.5462
Si, 8.6598, 7.6937, 23.9141
Si, 8.7915, 6.3622, 19.11
Si, 3.7985, 1.5438, 20.2087
Si, 2.1401, 5.7459, 23.1053
Si, 2.4158, 3.1383, 24.9658
Si, 9.8183, 9.0357, 17.5566
Si, 1.3244, 9.4145, 27.5518
Si, 9.1779, 0.9695, 18.6745
Si, 1.4293, 5.0599, 18.5045
Si, 1.7999, 8.2602, 18.2865
Si, 6.6447, 9.5456, 27.8977
Si, 4.5309, 4.6047, 21.1836
Si, 8.2181, 3.0334, 15.0566
Si, 0.8411, 8.2419, 24.7366
Si, 6.9488, 1.3411, 26.5619
Si, 8.2334, 8.3281, 15.1457
Si, 10.893, 5.2057, 21.0851
Si, 7.5738, 9.4989, 21.7928
Si, 9.9289, 2.052, 25.7695
Si, 3.2239, 8.5262, 15.3855
Si, 6.6972, 3.3452, 22.8816
Si, 1.1651, 0.2046, 25.2772
Si, 3.2428, 2.8228, 17.7721
Si, 7.2188, 5.3888, 25.1588
Si, 5.755, 8.6777, 17.0206
Si, 5.7918, 6.0798, 18.6779
Si, 4.6371, 9.7036, 23.0948
Si, 1.017, 3.5918, 27.647
Si, 4.8982, 1.4803, 24.2721
Si, 3.2029, 3.0956, 14.991
Si, 6.4574, 10.8256, 19.2686
Si, 10.3548, 0.1173, 21.4471
Si, 5.6698, 3.6653, 16.6296
Si, 9.8484, 3.9031, 17.3831
Si, 2.348, 9.9262, 21.0164
Si, 6.0755, 8.1167, 25.2699
Si, 6.9271, 3.9635, 27.8463
Si, 9.756, 2.7763, 22.8397
O, 7.2015, 6.3832, 19.4529
O, 1.8855, 7.055, 24.1561
O, 10.2921, 4.0349, 21.9997
O, 6.1709, 9.9593, 22.5284
O, 10.153, 0.7069, 19.9451
O, 8.4474, 6.1118, 24.3326
O, 5.1762, 0.6906, 19.9098
O, 5.7178, 2.0536, 22.9925
O, 8.3449, 1.9344, 26.0229
O, 1.9945, 4.2949, 23.8769
O, 6.9728, 2.8124, 16.1127
O, 4.8784, 2.7139, 17.6921
O, 6.0332, 4.3943, 21.8214
O, 4.5713, 3.9303, 15.4133
O, 10.6864, 2.7654, 27.0285
O, 9.7286, 6.1638, 20.4457
O, 6.0075, 6.4807, 25.3083
O, 4.0823, 0.1679, 23.7502
O, 9.2602, 10.5572, 17.7524
O, 2.8618, 4.3649, 18.1846
O, 1.907, 10.6979, 26.6862
O, 3.9941, 2.7172, 24.8571
O, 0.735, 10.0429, 21.4354
O, 1.2772, 9.7989, 24.31
O, 1.7123, 1.6592, 24.7477
O, 8.9463, 10.3879, 21.9739
O, 4.8748, 8.5771, 24.2592
O, 9.5797, 8.7616, 15.9631
O, 6.7499, 4.0802, 24.3311
O, 2.849, 1.7241, 18.8789
O, 5.823, 8.7647, 26.7334
O, 2.5488, 2.46, 16.3483
O, 7.6129, 4.8448, 26.6479
O, 5.2181, 7.4861, 18.0307
O, 0.4359, 9.0726, 17.9757
O, 7.5868, 1.0647, 19.0564
O, 7.1147, 9.638, 20.2209
O, 8.9834, 5.0332, 18.1766
O, 8.0946, 8.0346, 22.3852
O, 6.2078, 2.5659, 27.3669
O, 2.4645, 9.0734, 19.5796
O, 0.4317, 4.4934, 17.3427
O, 0.8093, 8.3112, 26.4075
O, 9.3967, 3.8399, 15.8263
O, 9.6622, 2.3891, 18.0078
O, 7.6212, 8.5577, 24.8661
O, 2.5547, 8.1798, 16.8361
O, 3.9813, 3.0632, 20.8497
O, 0.8419, 4.4944, 19.9164
O, 10.0493, 2.9967, 24.4322
O, 9.1498, 7.8068, 18.421
O, 10.5114, 0.5318, 25.5464
O, 6.0384, 5.0496, 17.4123
O, 8.1561, 2.7429, 22.485
O, 3.538, 5.4812, 22.2047
O, 4.6738, 9.1433, 15.8638
O, 1.5396, 6.6812, 18.6532
O, 4.7655, 5.4977, 19.8211
O, 2.0442, 3.8485, 26.3952
O, 10.5533, 1.4102, 22.426
O, 0.9493, 6.0715, 22.0338
O, 7.3318, 10.9422, 27.4069
O, 5.9323, 0.9032, 25.3845
O, 6.076, 10.036, 17.8822
O, 2.8495, 0.5494, 21.0749
O, 7.0587, 8.0239, 16.2499
O, 10.2455, 8.0116, 24.1598
O, 3.4507, 9.1979, 22.0458

Results
free energy: -178192.964 eV
free energy less fixed offsets of O -568.88, Si -635.61 eV per atom: -5.224 eV

Forces (eV/angstrom), in the order of the atoms: element, x, y, z
Si, -0.0209, -0.0213, -0.0015
Si, -0.0214, -0.0328, 0.001
Si, -0.0346, -0.0189, -0.003
Si, -0.015, 0.0004, -0.0044
Si, -0.0179, -0.0213, -0.0017
Si, -0.0164, -0.0197, -0.0042
Si, -0.0108, -0.0022, -0.0032
Si, -0.0264, -0.0098, -0.0057
Si, 0.0165, 0.0019, 0.0016
Si, 0.0117, 0.0088, -0.0047
Si, 0.0045, 0.0014, -0.002
Si, 0.0035, -0.005, 0.0013
Si, 0.0126, 0.0071, -0.0034
Si, 0.0132, 0.0051, -0.0022
Si, -0.0016, 0.0067, 0.0035
Si, 0.0051, 0.0041, 0.0001
Si, -0.0862, -0.0943, -0.0274
Si, -0.1485, -0.0941, 0.0677
Si, -0.0273, -0.0507, -0.0489
Si, 0.0483, -0.0777, 0.0551
Si, -0.0517, -0.1486, 0.0516
Si, -0.0848, -0.0945, -0.0593
Si, 0.012, -0.0945, 0.0116
Si, 0.0088, -0.0515, -0.0497
Si, 0.0296, 0.0124, -0.0067
Si, 0.0309, 0.0042, -0.0113
Si, 0.0452, 0.0053, 0.0074
Si, 0.0337, -0.0044, 0.0078
Si, 0.0144, 0.0148, -0.0119
Si, 0.0302, 0.0097, -0.0066
Si, 0.0298, 0.0128, 0.003
Si, 0.0174, 0.0366, 0.0134
Si, -0.0245, -0.0185, 0.0195
Si, -0.03, -0.0139, 0.0066
Si, -0.0175, -0.0227, -0.0094
Si, -0.0557, 0.0135, -0.0053
Si, -0.0303, -0.005, 0.0091
Si, -0.0195, -0.0222, 0.0139
Si, -0.0285, -0.0142, 0.0068
Si, -0.0311, -0.0046, -0.007
Si, 0.0958, 0.1531, 0.024
Si, 0.0205, 0.1795, 0.0028
Si, 0.038, 0.0099, 0.0102
Si, 0.0115, 0.0383, 0.0358
Si, 0.016, 0.1299, 0.0444
Si, 0.045, 0.1546, 0.0224
Si, 0.0543, 0.0706, 0.0439
Si, 0.0351, -0.0135, 0.0308
Si, -0.0084, -0.0109, 0.0008
Si, -0.0139, -0.0087, -0.0024
Si, -0.0037, 0.0031, 0.0037
Si, -0.004, -0.0013, 0.0015
Si, -0.0121, -0.0076, -0.0015
Si, -0.0132, -0.0053, -0.0046
Si, -0.0065, -0.0013, 0.005
Si, -0.0045, 0.0024, 0.0017
Si, 0.0129, 0.0206, 0
Si, 0.008, 0.0132, 0.0051
Si, 0.0304, 0.0141, 0.0063
Si, 0.0329, 0.0169, -0.0003
Si, 0.0155, 0.0142, 0.003
Si, 0.0025, 0.0052, 0.0012
Si, 0.0307, 0.022, 0.0053
Si, 0.0312, 0.0189, 0.004
Si, -0.0152, -0.0131, -0.0168
Si, 0.0036, 0.007, -0.0416
Si, 0.0034, 0.0085, -0.0086
Si, 0.0089, -0.0069, -0.0439
Si, 0.0053, 0.0195, -0.0434
Si, 0.0007, -0.0077, -0.0088
Si, 0.0045, -0.0058, -0.0451
Si, 0.0047, 0.0115, -0.0105
Si, 0.0004, 0.0079, -0.0217
Si, -0.0113, -0.002, -0.0085
Si, 0.0004, -0.0089, -0.0157
Si, -0.0098, 0.001, -0.0018
Si, -0.0114, -0.004, -0.0007
Si, -0.0046, 0.0019, -0.0206
Si, -0.0023, 0.0097, -0.0063
Si, -0.0115, -0.004, -0.0158
Si, 0.0065, -0.007, 0.0047
Si, 0.0266, 0.0036, -0.0051
Si, 0.0109, 0.0013, 0.0112
Si, -0.005, 0.0023, 0.0006
Si, 0.011, 0.0125, 0.006
Si, 0.0022, -0.0044, 0.0151
Si, 0.0204, 0.0176, 0.0122
Si, 0.0168, 0.0002, 0.0176
Si, -0.0006, 0.0127, 0.0047
Si, -0.0099, -0.0214, 0.0118
Si, -0.0147, 0.0117, -0.0073
Si, -0.0046, -0.0046, -0.0036
Si, -0.0178, -0.013, 0.0109
Si, 0, -0.0095, 0.0105
Si, -0.022, -0.0395, 0.0008
Si, -0.0132, -0.0114, -0.0045
Si, -0.003, 0.0209, 0.0049
Si, -0.0016, 0.0018, 0.0231
Si, 0.0105, -0.0272, 0.0179
Si, 0.0138, 0.0042, 0.0177
Si, 0, 0.0094, 0.0141
Si, -0.0014, 0.0094, 0.0081
Si, 0.0104, 0.0009, 0.0044
Si, 0.0104, -0.0122, 0.0162
Si, -0.001, 0, -0.0001
Si, -0.0047, -0.0018, -0.005
Si, 0, 0.0144, -0.0023
Si, -0.0081, -0.0142, -0.0032
Si, -0.013, -0.0048, -0.0089
Si, 0.0001, -0.0022, -0.0011
Si, -0.0044, -0.0092, -0.0008
Si, -0.0013, -0.0071, -0.0018
Si, 0.0085, 0.0043, -0.0037
Si, 0.0153, 0.0013, -0.0068
Si, 0.0047, 0.0014, -0.0014
Si, 0.0033, 0.0028, -0.0048
Si, -0.0053, 0.007, -0.005
Si, 0.0068, 0.0008, -0.0065
Si, 0.0028, -0.0014, 0.0028
Si, 0.0011, 0.0072, -0.0027
Si, -0.0013, -0.005, -0.0111
Si, 0.0095, -0.0105, -0.0106
Si, -0.0166, 0.0102, -0.0136
Si, -0.0108, 0.0012, -0.0057
Si, 0.0126, -0.0092, -0.0037
Si, 0.0074, 0.0014, -0.0079
Si, -0.0219, 0.0035, -0.005
Si, -0.0272, 0, -0.0114
Si, 0.016, 0.0106, -0.0075
Si, 0.006, 0.0052, -0.0072
Si, 0.0013, -0.0086, 0.0099
Si, 0.0236, 0.0274, -0.0071
Si, 0.0145, 0.019, -0.0101
Si, -0.0019, 0.0129, -0.0086
Si, 0.0038, 0.0036, -0.0117
Si, 0.0416, 0.0161, 0.012
Si, -0.0077, 0.0021, -0.0154
Si, -0.0152, -0.0155, 0.0157
Si, -0.0014, 0.0106, -0.0013
Si, -0.0144, -0.0169, -0.0019
Si, -0.0241, -0.0069, -0.0055
Si, -0.0105, -0.0183, 0.0097
Si, -0.0016, 0.0097, 0.0056
Si, -0.0144, -0.0256, -0.0192
Si, 0.0106, -0.0018, 0.0118
Si, -0.0048, 0.0033, 0.0093
Si, 0.0064, 0.0131, 0.0093
Si, -0.0043, -0.0101, 0.007
Si, 0.0156, -0.0076, 0.013
Si, -0.0008, 0.0074, -0.0021
Si, 0.0079, 0.0153, 0.0121
Si, 0.0038, -0.0032, 0.0125
Si, -0.0052, -0.0066, -0.0136
Si, 0.0022, -0.0006, 0.0069
Si, -0.0061, -0.0093, -0.0115
Si, -0.0013, 0.0127, 0.0008
Si, -0.0056, 0.0013, -0.0134
Si, -0.0003, -0.0068, 0.0027
Si, -0.0051, -0.0058, -0.0164
Si, -0.0034, 0.0005, -0.0076
O, 0.0105, 0.0101, 0.0155
O, 0.0007, 0.0114, 0.0124
O, 0.0031, -0.0021, 0.0157
O, 0.0041, -0.0038, 0.0136
O, -0.0091, -0.0009, 0.0032
O, 0.0005, 0.0022, 0.0039
O, -0.0044, -0.0038, 0.0001
O, 0.0035, -0.0082, 0.0029
O, 0.0029, -0.0011, -0.0028
O, -0.0026, 0.0023, 0.0018
O, 0.0048, -0.0007, 0.0136
O, -0.0051, 0.0056, 0.006
O, 0.0029, -0.0012, 0.0028
O, -0.0003, 0.0054, 0.0049
O, -0.0002, 0.0037, 0.0066
O, 0.0057, 0.0003, 0.0095
O, -0.0009, 0.0022, 0.0066
O, 0.0007, -0.008, 0.0029
O, -0.005, -0.0011, -0.0081
O, 0.0053, -0.0037, -0.009
O, -0.0062, -0.0044, 0.0105
O, 0.0004, -0.0008, 0.0058
O, 0.0065, -0.0014, -0.0032
O, -0.0078, 0.0031, -0.0092
Si, 0.0002, -0.0016, -0.0005
Si, 0.0001, 0.0005, -0.0001
Si, 0.0005, -0.0014, -0.0003
Si, 0.0006, 0.0005, -0.0006
Si, 0.0001, -0.0012, -0.0029
Si, -0.0001, 0.0008, -0.0045
Si, -0.0009, -0.0007, 0.0005
Si, 0.0005, 0.0004, -0.0026
Si, -0.0009, 0.0005, -0.0017
Si, 0.0002, 0.0007, -0.0028
Si, 0.0056, -0.0083, 0.0023
Si, 0.0008, 0.0004, 0.001
Si, 0.0037, -0.0035, -0.0079
Si, 0.0004, -0.0007, -0.0034
Si, -0.0012, -0.0026, -0.0011
Si, 0.0018, -0.0004, -0.0071
Si, -0.0005, 0.0007, 0.0002
Si, 0.0004, -0.0011, -0.0001
Si, 0.0002, -0.0022, -0.0034
Si, -0.0049, -0.0001, -0.0144
Si, 0, -0.0006, -0.0022
Si, 0.0013, -0.0022, -0.0008
Si, -0.0004, -0.001, -0.0038
Si, -0.0005, -0.0002, -0.0006
Si, 0.0004, 0.0013, -0.0055
Si, 0.0005, -0.0001, -0.0004
Si, -0.0009, -0.0019, -0.0018
Si, 0.0047, 0.0003, 0.0043
Si, -0.001, -0.0008, -0.0007
Si, -0.0062, 0.0019, -0.0116
Si, 0.0015, -0.0002, -0.0009
Si, 0.0007, 0.0005, -0.0009
Si, 0.0007, 0.001, -0.0051
Si, -0.0012, 0.0011, -0.0048
Si, 0.0002, -0.0009, 0.0009
Si, 0.0012, -0.0017, -0.0011
Si, -0.0011, 0.0047, 0.0019
Si, -0.001, -0.0001, -0.002
O, -0.0003, 0.0005, -0.0019
O, 0.0001, -0.0017, -0.0014
O, -0.0013, -0.0004, -0.0007
O, 0.0015, -0.0011, 0.0002
O, -0.0004, -0.0001, -0.0014
O, -0.0007, -0.0004, -0.0008
O, 0.0002, 0.0005, -0.0012
O, 0.0004, 0.0001, -0.0005
O, 0.0005, -0.0011, -0.0002
O, 0.0004, -0.0019, 0.001
O, -0.0027, 0.0016, 0.0027
O, -0.0003, 0.0006, 0.001
O, -0.0003, -0.0004, -0.0007
O, 0.0015, 0.0015, 0.0023
O, -0.0025, -0.0026, -0.0023
O, -0.0004, 0.0004, -0.0021
O, -0.0001, -0.0008, 0.0003
O, 0.0006, -0.0002, 0.001
O, 0.0003, -0.0002, 0.0002
O, 0.0004, 0.0004, 0.0012
O, -0.0002, -0.0001, -0.0025
O, 0.0009, -0.0014, -0.0006
O, 0.0001, -0.0001, -0.001
O, 0.0001, 0.0004, -0.0002
O, 0.0005, -0.0011, -0.0013
O, 0.0008, 0.0001, 0.0006
O, 0.0011, -0.0005, -0.0014
O, -0.0001, -0.0003, 0.002
O, 0.0003, -0.0019, -0.0005
O, 0.0001, 0.0005, -0.001
O, -0.0008, 0.0006, -0.0012
O, 0.0006, 0.0007, 0.0046
O, 0, -0.0016, -0.0024
O, -0.0003, 0.0007, 0.002
O, -0.0003, 0.0001, -0.0001
O, 0.0003, 0.0006, 0.0009
O, -0.0002, 0.0012, -0.0018
O, 0.0001, 0.0008, 0.0027
O, -0.0002, 0.0014, 0.0002
O, 0.0013, -0.0029, -0.0026
O, 0.0008, -0.0006, -0.0023
O, 0.0003, -0.0001, 0.0016
O, 0.0007, 0.0002, -0.0007
O, -0.0003, 0.0017, 0.003
O, 0.0007, 0.0006, 0
O, -0.0003, -0.0011, 0.0011
O, -0.0015, 0.0005, 0.0065
O, -0.0001, -0.0006, -0.0002
O, -0.0003, -0.0005, -0.0017
O, 0.0008, -0.0022, 0.0009
O, 0.0005, 0.0012, 0.0002
O, -0.0003, 0.0006, -0.0004
O, 0.0003, 0.0008, 0.0008
O, 0.0008, 0, 0.0013
O, 0.0008, -0.0003, -0.0002
O, 0.0022, 0.0016, 0.0045
O, -0.0006, 0.0003, -0.0008
O, 0.0005, 0.0002, -0.001
O, 0.0004, 0.0001, -0.0029
O, 0.0009, -0.0002, -0.0001
O, -0.0002, -0.0007, -0.0015
O, 0.0007, 0.0021, -0.0022
O, 0.0005, -0.0008, -0.0012
O, -0.0002, 0.0003, 0.0002
O, 0.0008, 0.0018, 0.0008
O, -0.0019, 0.0008, 0.0034
O, 0.0009, -0.0005, 0.0001
O, 0.0007, 0.0003, -0.0006

The program warned: the cutoff lies below the one the program advises for these potential files; the exchange-correlation potential is rough where the density is thin.
